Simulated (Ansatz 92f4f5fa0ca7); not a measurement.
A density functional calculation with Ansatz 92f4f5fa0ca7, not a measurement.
Periodic cell of 224 atoms, Si128O64H32, with a vacuum gap, from a study of silicon, its oxide and their interface. The atomic structure is a simulated model.

Settings: functional r2SCAN; potential files Ansatz PAW; basis plane waves; wave-function cutoff 800 eV; density cutoff ratio 5; exchange-correlation grid ratio 1; k mesh 1 x 1 x 1, shifted by 0.5 0.5 0 of a step; self-consistency stop 1e-11 eV per atom in the density residual; occupations fixed; spin none; net charge 0; applied field sawtooth along c, amplitude +0.015 V/angstrom in the program's sign convention, ramp centred at 0.9877 of c and 0.0246 of c wide, no dipole correction.

Cell vectors (angstrom)
a, 10.88, 0, 0
b, 0, 10.88, 0
c, 0, 0, 40.6586

Atoms and the computed forces on them: element, x, y, z (angstrom), force x, y, z (eV/angstrom)
Si, -2.8945, 1.7954, 25.5408, -0.0037, -0.0024, 0.0352
Si, 0.4444, 3.8995, 25.6096, -0.0058, -0.005, 0.0296
Si, -2.8662, 7.205, 25.8088, 0.0024, 0.0002, 0.0291
Si, 0.1879, -1.4502, 25.7194, 0.0029, -0.0034, 0.0339
Si, -8.2919, 1.636, 25.6652, 0.0001, -0.0019, 0.0232
Si, -5.1213, 4.122, 25.6167, 0.0052, 0.0021, 0.0315
Si, 2.5143, 7.1796, 25.6662, -0.0064, 0.0023, 0.0265
Si, -5.0662, -1.4827, 25.6466, 0.0004, -0.0017, 0.0276
Si, -1.248, 2.8535, 26.8725, 0.0025, -0.0008, -0.0023
Si, 1.4678, 5.5281, 26.9498, 0.0028, 0.0026, 0.0024
Si, -1.3187, -2.5462, 27.1051, 0.0002, -0.0027, -0.0099
Si, 1.3735, 0.1506, 26.9797, 0.0035, -0.004, -0.0084
Si, -6.7294, 2.9058, 26.874, -0.0036, 0.0019, -0.0019
Si, -4.0272, 5.6177, 27.0407, -0.0003, 0.0014, -0.0027
Si, 4.173, 8.292, 26.9244, -0.0024, -0.0012, -0.0049
Si, -3.9483, 0.1498, 26.8908, 0.0017, -0.005, -0.0059
Si, -2.5895, 4.2326, 28.2829, 0.0038, 0.0027, -0.0111
Si, 0.0801, 6.893, 28.3211, -0.0091, -0.0023, -0.0188
Si, -2.6472, -1.1378, 28.3823, -0.0006, 0.0004, -0.015
Si, 0.0321, 1.5074, 28.3301, 0.0042, -0.0033, -0.0154
Si, 2.8417, 4.23, 28.3228, 0.0059, 0.0017, -0.0176
Si, 5.4741, 6.9556, 28.3657, 0.0034, -0.0043, -0.0083
Si, 2.8077, 9.675, 28.2818, -0.0019, -0.0013, -0.0102
Si, -5.3574, 1.5147, 28.2265, -0.0065, -0.0046, -0.0175
Si, -3.9845, 2.8598, 29.6066, 0.0055, -0.0077, 0.0065
Si, -1.2745, 5.5741, 29.69, 0.0015, -0.0024, 0.0075
Si, -4.0237, 8.3408, 29.679, -0.0057, 0.0029, 0.0128
Si, -1.2837, 0.1758, 29.7351, -0.0054, 0.0004, -0.0031
Si, 1.4368, 2.8751, 29.6464, -0.0097, -0.0016, 0.0073
Si, 4.1535, 5.5822, 29.716, -0.0053, 0.0013, -0.0048
Si, 1.4548, 8.2885, 29.6357, 0.0037, -0.0034, 0.0024
Si, 4.1675, 0.1699, 29.6251, 0.0012, -0.0056, -0.0017
Si, 1.3891, -1.3616, 8.2804, -0.009, -0.0035, -0.1756
Si, 4.0761, 1.3207, 8.2717, 0.0002, 0.0047, -0.1781
Si, 1.3457, 4.0882, 8.2943, 0.0083, 0.0062, -0.1815
Si, 4.0818, -4.0632, 8.2968, -0.0025, -0.0019, -0.1776
Si, 6.7894, -1.373, 8.2783, 0.0081, 0.0046, -0.1833
Si, -1.3437, 1.3953, 8.2819, -0.0077, -0.01, -0.1793
Si, 6.813, 4.0745, 8.2875, -0.0081, -0.0009, -0.1736
Si, -1.3613, 6.7671, 8.2835, 0.0043, 0.0014, -0.1751
Si, 2.7363, -0.0183, 9.6798, 0.0039, -0.005, -0.023
Si, 5.439, 2.6863, 9.5921, -0.001, -0.0018, -0.0106
Si, 2.702, 5.4626, 9.6303, 0.0007, 0.0025, -0.0162
Si, 5.4461, -2.7194, 9.6744, -0.0015, -0.0026, -0.0257
Si, -2.7182, 0.0131, 9.5777, 0.0025, -0.0006, -0.0154
Si, -0.0041, 2.7495, 9.6834, -0.0071, 0.0002, -0.0259
Si, 8.1697, 5.4181, 9.6787, -0.0011, -0.0017, -0.026
Si, 0.0327, -2.7544, 9.5914, -0.0037, 0.0043, -0.0124
Si, 1.3717, 1.378, 11.0065, 0.0037, 0.0015, -0.0098
Si, 4.0685, 4.0586, 10.902, 0.0017, -0.0045, -0.0047
Si, 1.3496, -4.0782, 11.0282, -0.007, 0.0054, -0.0044
Si, 4.0972, -1.3767, 11.0652, 0.0029, -0.0001, -0.0135
Si, -4.0773, 1.3431, 10.9508, -0.0043, 0.0008, -0.0067
Si, -1.3595, 4.089, 11.0925, -0.0025, 0.0045, -0.0108
Si, 6.8023, -4.0977, 11.0223, 0.0006, -0.0016, -0.009
Si, -1.3312, -1.3608, 10.858, -0.0006, -0.0015, -0.004
Si, -0.0131, -0.0227, 12.2638, -0.0111, -0.0101, 0.0124
Si, 2.7174, 2.7716, 12.3359, 0.002, 0.0082, 0.0145
Si, -0.0149, -5.4037, 12.4716, 0.0034, 0.0069, 0.0071
Si, 2.735, -2.7445, 12.4223, 0.0013, -0.0078, 0.0116
Si, 5.4729, 0.0141, 12.3784, 0.0118, 0.0053, 0.0098
Si, -2.7484, 2.6747, 12.3694, -0.0098, -0.0063, 0.0077
Si, 5.4178, 5.3618, 12.2996, -0.0125, -0.0042, 0.0103
Si, -2.6616, -2.6803, 12.2525, 0.0035, 0.0119, 0.0142
Si, 1.1539, -1.4996, 13.6442, -0.008, 0.0019, 0.0132
Si, 4.3179, 1.6493, 13.6105, -0.0076, -0.0005, 0.0111
Si, 1.5638, 4.2853, 13.7498, 0.0035, 0.0007, 0.0134
Si, 3.8356, -4.4505, 13.6389, 0.0145, 0.0034, 0.0125
Si, 7.1004, -1.1624, 13.6108, 0.0038, -0.0035, 0.0103
Si, -1.5975, 1.0466, 13.6072, 0.0118, -0.0011, 0.0125
Si, -4.3335, 3.8202, 13.6685, 0.009, 0.01, 0.0144
Si, -1.0975, -3.6748, 13.6796, -0.0133, -0.0006, 0.0167
Si, -6.6343, 4.0949, 20.5317, -0.006, 0.0064, 0.0356
Si, -4.6304, 4.8342, 22.6651, 0.002, 0.0063, 0.0394
Si, -5.3931, -2.2801, 18.6071, -0.0028, -0.0068, 0.0422
Si, -2.638, 1.0218, 19.7828, 0.0013, 0.0031, 0.0439
Si, 1.2864, 4.457, 20.2189, 0.0063, 0.0025, 0.0336
Si, -0.3428, 4.4107, 22.6581, 0.0011, -0.0019, 0.0398
Si, 3.4423, 1.2803, 21.1733, 0.0005, -0.0065, 0.0413
Si, 3.9255, -0.326, 23.5127, 0.0056, 0.004, 0.0412
Si, -2.5796, 2.3152, 22.5516, 0.0018, -0.0022, 0.0447
Si, 0.0892, 1.8981, 18.7912, 0.0014, -0.001, 0.0462
Si, 4.2167, 0.5048, 18.1898, 0.0018, 0.0026, 0.0437
Si, -4.8653, 2.668, 18.3518, -0.0062, 0.0035, 0.0365
Si, -2.242, 6.6959, 22.9259, 0.0002, -0.0025, 0.0437
Si, -2.4508, -2.0973, 18.9305, 0.0057, 0.0064, 0.0327
Si, 3.0493, -0.2843, 15.6596, 0.0021, -0.0079, 0.0421
Si, -0.4357, -1.856, 22.7846, 0.0001, -0.0016, 0.0436
Si, 1.0976, -0.1668, 20.726, 0.0013, 0.0023, 0.0372
Si, 5.2397, -2.5928, 15.6145, -0.0071, 0.007, 0.0388
Si, 2.3555, 7.8393, 22.9101, -0.0042, 0.0025, 0.0498
Si, 0.0515, 6.9907, 18.9225, 0.0053, 0.0025, 0.036
Si, 2.7159, 8.1228, 20.0488, -0.006, -0.0026, 0.0387
Si, 7.9075, 4.3894, 16.4445, 0.003, 0.0007, 0.0388
Si, -1.8244, -3.8458, 16.7176, 0.0033, 0.0086, 0.0434
Si, -0.2722, 2.801, 15.8703, -0.0006, -0.0076, 0.0457
Si, -2.6612, 1.5347, 31.0408, 0.001, -0.0065, 0.0121
Si, 0.0897, 4.2262, 31.0335, -0.0011, 0.0063, 0.0104
Si, -2.6441, 6.9601, 31.0126, -0.0007, -0.0042, 0.0181
Si, 0.0954, 9.6491, 31.0128, -0.0023, 0.0055, 0.0214
Si, 2.8048, 1.5117, 30.9965, 0.0017, -0.0004, 0.0302
Si, -5.3344, 4.2094, 31.0061, -0.0011, 0.0061, 0.0272
Si, 2.7858, 6.9502, 31.0395, -0.0041, -0.0008, 0.0101
Si, 5.5009, -1.1806, 31.0256, 0, -0.0051, 0.0124
Si, -1.2841, 2.8816, 32.3811, -0.0033, -0.0129, 0.1728
Si, 1.4315, 5.5935, 32.3976, 0.0015, -0.0095, 0.1892
Si, -1.277, 8.307, 32.3793, 0.0019, -0.0041, 0.1861
Si, 1.4537, 0.1408, 32.3544, 0.0019, -0.0026, 0.1705
Si, -6.7122, 2.8646, 32.3674, 0.0018, -0.0039, 0.1851
Si, -3.9953, 5.587, 32.3623, 0.0096, 0.0044, 0.1706
Si, 4.1492, -2.5569, 32.3715, 0.0003, -0.0056, 0.169
Si, -4.0119, 0.165, 32.391, -0.0093, -0.0128, 0.1888
Si, -2.6375, 4.2433, 33.7333, 0.0276, 0.0015, 0.3478
Si, 0.0715, 6.9503, 33.7556, -0.0093, -0.0102, 0.2855
Si, -2.6402, 9.6756, 33.7278, -0.0069, -0.0062, 0.2972
Si, 0.0844, 1.5008, 33.697, -0.029, 0.0185, 0.3674
Si, 2.8077, 4.2275, 33.7266, -0.0103, 0.0253, 0.3098
Si, -5.3618, 6.9531, 33.7007, -0.0028, 0.0011, 0.3498
Si, 2.795, -1.2086, 33.7339, 0.0228, 0.0053, 0.3353
Si, -5.3659, 1.517, 33.7539, -0.0106, -0.0321, 0.2912
Si, 0.0125, 0.0105, 6.9435, 0.05, 0.0233, -0.2745
Si, 2.7098, 2.7135, 6.9538, -0.0052, -0.0525, -0.3001
Si, -0.0049, 5.4253, 6.9131, -0.0348, -0.0167, -0.3218
Si, 2.7387, -2.7165, 6.9164, 0.0245, 0.0602, -0.318
Si, 5.4381, -0.0239, 6.9073, -0.0512, -0.019, -0.3295
Si, 8.17, 2.7292, 6.9153, 0.0219, 0.0342, -0.3223
Si, 5.4415, 5.4441, 6.9487, 0.0322, 0.0043, -0.2669
Si, 8.1574, -2.7365, 6.942, -0.01, -0.0337, -0.3213
O, -4.0382, 1.6144, 19.2548, -0.0087, 0.0096, -0.0207
O, 0.0629, -2.6117, 14.1121, 0.0016, -0.0015, -0.0124
O, -1.1816, 7.9106, 19.5566, -0.0028, 0, -0.0199
O, 1.3477, 8.3094, 25.4954, 0.0021, 0.0016, -0.0074
O, -5.597, -0.6901, 18.3988, -0.0016, -0.0079, -0.019
O, 8.0443, -5.0423, 17.1608, -0.0023, -0.0033, -0.0118
O, -0.0519, 4.579, 24.2286, -0.0067, 0.0034, -0.0328
O, -5.6291, -0.8562, 24.2525, -0.0096, 0.0099, -0.0213
O, 3.5476, 1.0468, 14.9085, 0.0034, 0.0058, -0.0248
O, -5.6997, 3.6994, 19.2728, 0.0108, -0.0069, -0.0233
O, 2.908, -1.5522, 23.2599, -0.0081, -0.0012, -0.015
O, 4.9745, 1.7591, 17.4992, -0.002, -0.0021, -0.0156
O, -4.0344, 2.9406, 25.394, 0.0009, -0.003, -0.0058
O, -0.4307, -1.1005, 24.2331, -0.0011, -0.002, -0.0309
O, 4.6929, -3.9375, 14.9247, -0.0035, -0.0063, -0.024
O, 7.0081, 3.4506, 17.3784, 0.0099, 0.0087, -0.0266
O, -5.3679, 4.7493, 24.1214, -0.0013, 0.0037, -0.0308
O, -0.345, -4.0905, 17.3613, -0.0064, -0.0008, -0.0256
O, -0.8481, 1.6384, 14.9187, -0.0042, -0.0093, -0.0262
O, 3.2208, 0.83, 24.3984, 0.0042, -0.0127, -0.0264
O, 6.5671, -2.0153, 14.8993, -0.0011, 0.0127, -0.0219
O, 0.3066, 2.0887, 17.2011, -0.0038, 0.0034, -0.0347
O, 1.0264, 4.3844, 21.8132, 0.0103, -0.0043, -0.029
O, 0.9059, 3.6067, 15.0924, 0.0102, 0.0106, -0.0279
O, -2.3653, -0.5226, 19.3291, 0.0061, -0.0084, -0.0156
O, -3.7396, 3.4699, 22.4576, 0.0047, -0.0028, -0.0148
O, 5.425, 2.7261, 14.1662, 0.0051, 0.0017, -0.0125
O, -1.4862, 1.9793, 19.155, 0.0019, 0.0049, -0.0179
O, 1.8817, 0.9993, 21.5449, 0.0005, -0.0005, -0.013
O, 3.828, 2.8125, 21.4315, -0.0088, 0.0016, -0.0245
O, 3.6562, 0.9907, 19.6075, 0.0081, -0.0074, -0.0351
O, 0.2441, 5.5426, 19.6135, -0.0081, 0.0066, -0.0163
O, -3.9586, 8.2752, 25.2028, -0.003, -0.0043, -0.0051
O, -2.6892, -0.0574, 14.1528, -0.0038, 0.0012, -0.0075
O, -1.8414, 8.2307, 22.5294, 0.0031, 0.0052, -0.0212
O, -6.6988, 8.0423, 19.3821, 0.012, 0.0071, -0.0162
O, -1.7931, -3.9795, 15.1177, 0.0045, 0.0013, -0.0388
O, 2.8483, 6.8269, 24.0852, -0.0011, 0.0074, -0.0234
O, -2.335, -2.4155, 17.3224, -0.0066, -0.0108, -0.024
O, 1.5124, 2.748, 25.1243, 0.0052, 0.0001, -0.0104
O, 1.5348, 7.6335, 19.0528, -0.0079, -0.0118, -0.0163
O, 2.9846, 0.0305, 17.2451, -0.0071, -0.0063, -0.0289
O, -1.4748, 3.8035, 16.2621, 0.0032, -0.0018, -0.0152
O, 0.5706, 0.4429, 19.3247, -0.0142, 0.0112, -0.0185
O, 7.2, 4.5087, 14.9925, -0.0098, -0.0075, -0.032
O, -1.1491, 3.0444, 22.3684, -0.001, 0.0007, -0.0092
O, 2.2483, -1.2577, 20.417, 0.0019, -0.0019, -0.013
O, 2.8557, 7.3271, 21.4593, 0.0022, -0.0011, -0.027
O, 2.8682, 4.7851, 19.9931, -0.0017, 0.0069, -0.0116
O, 5.5369, -2.9639, 17.1458, -0.0031, 0.0032, -0.0347
O, -5.7533, 5.0146, 21.5183, -0.0082, -0.0066, -0.0276
O, -2.6976, 1.1892, 21.3947, -0.0067, -0.0059, -0.0305
O, -6.5141, 0.3273, 22.1004, -0.0036, 0.0099, -0.0237
O, -2.0868, 6.5523, 24.5351, 0.0068, -0.0065, -0.0274
O, 2.7085, 5.3751, 14.2152, 0.0028, -0.0012, -0.0137
O, 0.7395, 7.9078, 22.7866, -0.0034, -0.0048, -0.0109
O, 0.9474, 3.0404, 19.5314, -0.0064, -0.0084, -0.0217
O, -0.1185, -0.7765, 21.6102, 0.0051, 0.009, -0.0252
O, 4.1117, -1.4647, 15.4308, -0.0049, 0.001, -0.0147
O, -2.5544, 1.5006, 23.9647, 0.0063, 0.0031, -0.0291
O, -1.2223, 5.6828, 22.203, 0.0019, 0, -0.0098
O, -3.9697, 8.3158, 19.3574, -0.0045, 0.0046, -0.0182
O, -3.7356, 6.1931, 22.5528, 0.0009, -0.0049, -0.0131
O, 1.6457, -0.7657, 15.03, -0.0111, -0.0109, -0.0272
H, -3.4582, 3.4203, 34.6658, 0.283, 0.2933, -0.284
H, -1.8163, 5.0656, 34.6658, -0.3394, -0.3133, -0.2698
H, -0.7514, 6.1297, 34.688, 0.3155, 0.33, -0.2644
H, 0.8925, 7.773, 34.688, -0.2991, -0.2916, -0.2737
H, -3.46, 8.8518, 34.6602, 0.2995, 0.293, -0.2597
H, -1.8148, 10.4938, 34.6602, -0.3162, -0.3045, -0.2587
H, 0.906, 2.3227, 34.6294, -0.2843, -0.302, -0.2685
H, -0.7397, 0.6812, 34.6294, 0.3362, 0.2908, -0.2669
H, 1.9868, 3.4049, 34.659, 0.3088, 0.2756, -0.2593
H, 3.624, 5.0548, 34.659, -0.2859, -0.328, -0.2565
H, -6.1846, 6.1323, 34.6331, 0.2998, 0.3121, -0.2702
H, -4.5382, 7.7732, 34.6331, -0.2874, -0.3092, -0.269
H, 3.6202, -0.3903, 34.6664, -0.3049, -0.2949, -0.2761
H, 1.9716, -2.0288, 34.6664, 0.287, 0.3106, -0.283
H, -4.5424, 2.337, 34.6863, -0.3088, -0.2732, -0.2734
H, -6.1823, 0.6898, 34.6863, 0.2842, 0.3174, -0.2658
H, 0.8331, 0.8335, 6.011, -0.3214, -0.3584, 0.2339
H, -0.8111, -0.8095, 6.011, 0.2475, 0.2695, 0.2858
H, 3.5328, 3.5341, 6.0214, -0.2726, -0.2791, 0.2742
H, 1.8886, 1.8911, 6.0214, 0.311, 0.364, 0.2423
H, -0.8285, 4.6052, 5.9806, 0.3588, 0.3194, 0.2499
H, 0.8149, 6.2491, 5.9806, -0.2689, -0.2538, 0.2854
H, 1.9133, -3.5346, 5.9839, 0.2638, 0.2532, 0.2915
H, 3.5628, -1.8969, 5.9839, -0.3346, -0.3596, 0.2476
H, 4.6165, -0.8458, 5.9748, 0.3562, 0.3396, 0.2403
H, 6.259, 0.7988, 5.9748, -0.253, -0.2613, 0.2886
H, 7.3537, 1.9019, 5.9829, 0.261, 0.2559, 0.2907
H, 8.9927, 3.55, 5.9829, -0.3632, -0.3174, 0.2473
H, 6.2648, 6.2643, 6.0162, -0.337, -0.309, 0.253
H, 4.6205, 4.6215, 6.0162, 0.2772, 0.2769, 0.273
H, 8.9738, -1.9093, 6.0096, -0.2492, -0.2775, 0.2737
H, 7.3322, -3.5548, 6.0096, 0.341, 0.3142, 0.2387

Results
free energy: -118879.467 eV
free energy less fixed offsets of H -15.71, O -570.45, Si -639.56 eV per atom: -4.267 eV

The program warned: the cutoff lies below the one the program advises for these potential files; the forces do not sum to zero within the program's tolerance; empty levels may hold ghost states of the PAW files; the exchange-correlation potential is rough where the density is thin.
